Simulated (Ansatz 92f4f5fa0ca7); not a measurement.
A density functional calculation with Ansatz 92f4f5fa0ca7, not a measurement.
Periodic cell of 251 atoms, Si144O97N10, from a study of silicon, its oxide and their interface. The atomic structure is a simulated model.
This geometry differs little from another in the collection (a relaxation step or a small displacement).

Settings
functional: r2SCAN
potential files: Ansatz PAW
basis: plane waves
wave-function cutoff: 800 eV
density cutoff ratio: 5
exchange-correlation grid ratio: 1
k mesh: 1 x 1 x 1, shifted by 0.5 0.5 0 of a step
self-consistency stop: 1e-10 eV per atom in the density residual
occupations: fixed
spin: none
net charge: 0

Cell vectors (angstrom)
a 10.8904 0 0
b 0 10.8904 0
c 5.311 4.7963 35.2962

Atoms: element, x, y, z (angstrom)
Si 1.7487 -1.5995 0.206
Si 4.1118 1.1394 0.6375
Si 1.0999 4.2056 0.0133
Si 3.7321 -3.9978 0.1132
Si -4.6263 -0.9288 -0.0278
Si -1.8063 1.5847 -0.0544
Si 7.0202 3.9779 -0.1813
Si -1.2018 -4.5394 -0.0516
Si 2.7094 -0.2123 1.825
Si 5.4933 2.8391 1.3676
Si 2.5954 -5.5164 1.4344
Si 5.3947 -2.7612 1.2552
Si -2.9223 0.0502 1.3165
Si -0.0877 2.6066 1.2597
Si 8.1546 5.3448 1.3855
Si -0.1073 -2.7332 1.1474
Si 1.2498 1.327 2.7641
Si 4.0661 4.1059 2.7365
Si 1.2189 -4.0792 2.6901
Si 4.1713 -1.5608 2.9376
Si 6.7691 1.423 2.787
Si 9.5159 3.9758 2.7345
Si 6.7891 6.8024 2.6354
Si -1.4513 -1.3614 2.5662
Si -0.112 -0.042 4.0583
Si 2.6893 2.7053 4.0596
Si -0.0568 5.4158 4.075
Si 2.6565 -2.8427 4.1499
Si 5.459 -0.0115 4.1459
Si 8.171 2.6902 4.1556
Si 5.4266 5.4786 4.0681
Si 8.1488 -2.7285 4.0065
Si 1.3921 -1.3409 10.8313
Si 4.2289 1.4278 10.9309
Si 1.4156 4.1836 10.8745
Si 4.114 -4.0512 10.9044
Si 6.7679 -1.3602 10.8702
Si -1.353 1.3813 10.8527
Si 6.8595 4.1202 10.896
Si -1.3524 6.7561 10.9149
Si 2.8261 0.0082 12.1236
Si 5.6078 2.8159 12.3711
Si 2.7762 5.5278 12.3111
Si 5.4662 -2.7164 12.3081
Si -2.7357 -0.0131 12.1721
Si 0.0065 2.8271 12.1402
Si 8.2035 5.3939 12.3459
Si 0.0099 -2.7064 12.1693
Si 1.4914 1.5033 13.303
Si 4.217 4.2604 13.7073
Si 1.3614 -3.9737 13.607
Si 4.0586 -1.3543 13.6207
Si -3.8426 1.3656 13.6901
Si -1.2904 4.008 13.719
Si 6.9059 -4.0167 13.6763
Si -1.3758 -1.3582 13.503
Si 0.1612 0.0713 14.4686
Si 2.9443 2.6258 14.7646
Si -0.1888 -5.1734 14.8871
Si 2.2892 -2.2451 14.9337
Si 5.2295 0.3142 14.7375
Si -2.0296 2.2108 15.1414
Si 5.589 5.6408 15.1427
Si -2.3877 -2.8986 15.0195
Si 8.0642 2.804 30.5412
Si 1.0945 9.1486 26.4107
Si 11.0994 2.5264 27.2468
Si 3.642 -2.3501 22.7998
Si 10.8478 3.7083 30.0588
Si 1.2232 -5.2219 24.0266
Si 6.2504 4.3638 28.5918
Si -0.6415 -2.5973 20.01
Si -2.7559 3.1576 19.5542
Si -1.2237 2.6106 21.8722
Si 3.5939 -3.9248 17.1174
Si 2.4338 0.1594 18.4849
Si -1.9692 -2.4969 22.5545
Si -0.2756 0.6604 17.2232
Si -2.2852 -1.681 17.8185
Si 2.7266 0.7158 27.1255
Si 5.0507 1.0249 17.3746
Si 0.8066 -2.3529 23.549
Si 2.6258 -6.6194 22.0894
Si 8.123 7.3551 33.6333
Si 12.8927 -0.6401 29.8263
Si 7.8298 6.5855 27.5611
Si 9.7058 4.0622 24.7675
Si 7.0219 0.3167 19.5191
Si 3.9352 -2.3912 19.8149
Si 4.1286 5.7734 24.1142
Si 12.9436 -0.0535 32.8648
Si 1.7617 2.9508 32.4507
Si 5.6052 1.9805 27.093
Si -4.1197 3.4703 17.079
Si 10.2221 6.5125 29.4895
Si 9.8365 7.102 25.135
Si 1.7064 4.4357 17.0133
Si 7.2689 0.2898 29.0666
Si 4.3124 6.3927 29.9769
Si 1.7684 -3.9855 21.2469
Si 7.0663 4.646 32.7464
Si 2.0108 7.4652 28.5095
Si -0.2949 -0.202 21.7411
Si 6.6443 4.4276 25.6703
Si 1.5738 1.815 21.0107
Si 10.289 -0.1398 28.4508
Si 9.0375 9.1944 30.4607
Si 4.0679 4.8814 32.4612
Si -0.0422 3.1957 19.1125
Si 6.3993 8.4984 29.6008
Si 10.1454 -1.2292 33.1992
Si 6.1029 -1.3198 21.6476
Si 1.3129 -1.368 5.4174
Si 4.0458 1.3508 5.4434
Si 1.3608 4.0892 5.4276
Si 4.0639 6.7558 5.4983
Si 6.8473 -1.3686 5.4498
Si -1.3753 1.3175 5.4964
Si 6.7921 4.1048 5.4324
Si 9.4878 6.8022 5.4143
Si 2.6838 -0.0013 6.7942
Si 5.4289 2.7304 6.7843
Si 2.7197 5.3997 6.8412
Si 5.4446 -2.7153 6.795
Si -2.712 -0.0358 6.8525
Si 0.0209 2.7172 6.7983
Si 8.147 5.457 6.8066
Si -0.0284 -2.7271 6.7868
Si 1.3908 1.3908 8.1898
Si 4.1021 4.0751 8.1979
Si 1.3665 6.823 8.137
Si 4.0835 -1.3364 8.1443
Si 6.8162 1.3768 8.1388
Si -1.344 4.0933 8.1439
Si 6.7972 -4.0735 8.1736
Si -1.3597 -1.3912 8.2087
Si 0.0152 0.0171 9.5074
Si 2.7762 2.7376 9.5875
Si 0.0174 5.4741 9.4976
Si 2.7467 -2.7191 9.5012
Si 5.4627 0.0326 9.4989
Si 8.1752 2.7423 9.502
Si 5.4599 5.4572 9.5505
Si 8.1584 -2.7563 9.5709
O 7.9751 -2.3387 16.475
O 3.1152 -1.1282 19.1897
O 9.6571 2.6571 30.3542
O 3.2384 6.4793 28.7852
O 7.7742 6.1201 32.626
O -1.2893 -4.0629 15.3797
O 13.4028 7.5878 34.7104
O 6.5269 4.7677 16.164
O 2.6746 -2.7717 16.4405
O 5.6098 4.6652 32.0846
O 6.6521 0.0924 21.0792
O 12.6245 2.0064 27.0064
O 2.2832 3.1723 16.1683
O 12.006 3.6963 33.7165
N -0.6338 1.1868 15.5985
O 9.5196 -2.7327 33.3896
O 8.1152 4.4098 24.9567
O 5.3699 10.1807 34.912
O 4.8367 -4.1587 16.1047
O 3.9824 5.5892 33.9041
O 2.7641 2.748 21.5953
O 8.2612 6.6754 35.075
O 7.5816 8.5143 30.7355
O 1.1869 -1.0521 15.1445
O 6.937 3.8032 18.6742
O -3.3534 -1.0807 18.8746
O 11.1723 3.5915 28.471
O 11.3847 -0.0612 29.6513
O 8.3296 3.2602 21.1735
O 8.7383 7.1246 26.3245
O 6.1658 2.8682 25.8408
O 6.9362 8.4384 33.8476
O 0.4484 5.0819 16.2454
O 12.1023 3.344 30.9918
N 0.2717 -2.6114 25.1647
O -0.4106 -0.9786 20.2898
O -1.6593 -3.1962 21.1251
O -2.7784 2.7182 16.5242
O -5.2547 0.7204 18.8287
O 4.0297 -3.4752 18.6082
O 4.0356 1.4265 14.9589
O 11.5132 6.6507 28.5363
O 10.8143 9.581 27.45
O 2.1033 1.257 19.6133
O 4.8291 -1.239 22.6643
O 3.3423 0.2553 33.7942
N 6.8615 5.1926 27.2021
O 13.3984 -0.4409 31.3489
O 2.8459 5.5455 17.2194
O 2.6528 -5.1269 24.868
O -1.4562 3.9625 18.9975
O 8.031 2.0016 34.9317
O 9.4677 -0.4182 17.414
N 1.0931 -3.9245 22.8529
O -5.4373 -2.0963 20.3522
O 3.9776 4.7918 22.8154
O 7.5099 3.8146 29.4229
O 3.3167 3.4402 32.448
O 8.0617 1.538 19.3143
N 8.7881 -0.5873 29.1271
N -0.5289 -1.4869 22.8322
O 8.8977 6.147 28.6743
O -5.4198 2.5293 16.9456
O -1.3267 -2.7602 18.5627
O 0.7363 -3.4458 20.1085
O 2.3079 -1.6885 23.5118
O -1.392 0.9758 21.9847
O 6.8271 4.2346 34.2796
O 7.8677 3.4658 31.9984
N 10.6008 5.5645 24.8518
O 5.6557 -0.0294 16.2936
O 2.0427 8.6524 29.6032
O 9.4783 -0.0663 34.0991
O 1.3731 1.4033 32.6947
O 10.5819 -8.9946 18.2112
O 5.4412 5.364 29.5208
O 2.2139 -5.5257 20.948
O 10.0446 7.9494 30.2049
O 1.1569 0.5296 21.9213
O 8.9392 7.4009 23.8104
O 6.1098 -0.8246 29.3076
O 4.3081 -3.5683 23.657
O 5.2744 3.124 28.205
O 1.2089 3.9837 18.4834
O 1.4214 -6.5947 23.1823
O 5.0702 7.811 30.1933
O 2.1564 8.1071 27.0487
O 10.352 4.9293 35.0447
O 6.9042 7.7521 28.2322
N 3.1264 -2.9276 21.2409
O 10.4566 5.2371 30.453
O 2.8401 0.1256 28.6511
O -1.0744 3.2549 23.3519
O 3.4694 0.8527 17.4795
O 10.1729 1.2602 27.6702
O 2.0238 10.4811 26.1489
O 3.5321 5.8907 31.3052
N 0.1524 2.7779 20.7801
O 7.3359 1.3733 30.2909
N 11.8537 9.6601 33.6148
O 6.8134 1.038 27.6815
O 5.4564 5.2522 24.891
O 4.2467 1.1599 26.7188
O -3.4878 -1.9355 22.4132
O 9.7013 10.0193 31.6849
O 1.113 -0.1092 17.5955
O 10.3687 3.1416 25.9396

Results
free energy: -151300.025 eV
free energy less fixed offsets of N -386.36, O -570.45, Si -639.56 eV per atom: -6.135 eV

Forces (eV/angstrom), in the order of the atoms: element, x, y, z
Si -0.0455 -0.0174 0.057
Si 0.0352 0.0724 0.0801
Si 0.0139 -0.0447 0.1372
Si 0.0036 0.068 0.0809
Si 0.0015 -0.044 0.1506
Si 0.0309 -0.0112 0.1129
Si 0.007 -0.0336 0.0898
Si 0.0638 0.0239 0.1037
Si 0.027 0.0006 0.0682
Si -0.0101 0.041 0.0241
Si -0.0288 -0.0227 0.016
Si 0.0213 -0.0251 -0.0116
Si -0.0063 0.0058 -0.0226
Si 0.0222 -0.0082 0.0073
Si 0.0059 -0.0148 -0.0107
Si 0.0276 -0.0136 -0.0144
Si 0.0143 -0.0198 0.0357
Si -0.012 -0.0024 0.0108
Si 0.0465 -0.0515 0.0515
Si -0.0244 0.058 0.0514
Si 0.0307 -0.0076 0.0061
Si 0.0062 0.0157 0.0393
Si -0.0171 -0.0124 0.0224
Si 0.0048 0.0415 0.0195
Si 0.0308 -0.0064 -0.0199
Si -0.002 -0.0242 -0.0104
Si 0.0024 0.0004 -0.0151
Si -0.0007 0.0555 -0.0132
Si -0.0539 -0.0107 -0.0132
Si -0.0177 0.0073 0.0023
Si -0.0017 -0.0345 -0.0168
Si 0.0032 0.0216 -0.015
Si 0.0138 0.0211 -0.0136
Si -0.031 -0.0393 0.0157
Si 0.0149 -0.0533 0.027
Si -0.0059 0.0079 0.019
Si 0.0436 -0.0172 -0.0138
Si 0.0175 0.0018 0.0128
Si -0.0263 0.0112 0.0102
Si -0.0044 0.0343 -0.0066
Si 0.0228 0.0157 -0.0608
Si 0.0109 -0.0187 -0.068
Si 0.0014 0.0088 -0.0341
Si -0.0222 0.0112 -0.0429
Si -0.0218 0.0026 -0.0303
Si 0.017 -0.0246 -0.0359
Si 0.0125 0.0186 -0.0813
Si 0.0083 -0.009 -0.0668
Si 0.0029 -0.0519 -0.0763
Si 0.002 0.0104 0.0181
Si -0.0247 -0.02 -0.0108
Si 0.0088 0.0293 -0.053
Si -0.0803 -0.0354 -0.0568
Si 0.026 0.0429 -0.0562
Si 0.0001 0.0039 0.0098
Si 0.0393 0.0202 -0.0128
Si 0.0132 -0.0192 -0.08
Si 0.0337 0.0447 -0.0743
Si 0.0186 0.0091 -0.0098
Si 0.0654 -0.023 -0.0767
Si 0.0108 -0.0127 -0.0934
Si -0.0366 0.0643 -0.0049
Si -0.0331 -0.0163 -0.0218
Si 0.0343 -0.0441 -0.0651
Si -0.0185 0.004 -0.0331
Si 0.05 -0.0169 0.0253
Si 0.0077 0.0106 0.0022
Si -0.0655 -0.1044 -0.0161
Si 0.021 0.0213 -0.0024
Si -0.0285 0.0776 -0.0109
Si -0.0258 -0.0385 -0.0675
Si -0.0211 -0.0058 0.0133
Si 0.0256 0 -0.0321
Si -0.0603 -0.0513 0.0055
Si 0.0075 0.018 -0.0337
Si 0.0358 -0.0199 0.0256
Si 0.0662 0.004 0.0246
Si -0.0153 0.068 0.0432
Si -0.0671 -0.0659 -0.0039
Si -0.0414 -0.0268 -0.024
Si 0.0264 -0.0183 0.0462
Si 0.0498 -0.0592 -0.0367
Si -0.0073 0.0343 0.0059
Si -0.0336 0.0271 -0.0082
Si 0.0056 -0.0331 -0.0349
Si -0.0523 -0.0267 -0.0313
Si -0.0114 0.0298 -0.0453
Si 0.0507 -0.0179 0.0301
Si 0.0031 0.0241 0.0453
Si -0.0253 -0.0016 -0.0509
Si -0.0198 0.0419 0.0631
Si -0.0149 -0.0053 0.0471
Si -0.0308 0.0577 -0.0058
Si 0.0763 0.0193 -0.0191
Si -0.0125 0.0095 -0.0252
Si 0.0763 -0.0321 0.0511
Si 0.0297 -0.0234 0.01
Si -0.0063 0.0257 -0.0084
Si -0.0441 -0.0034 -0.0267
Si -0.0083 -0.0297 0.1511
Si -0.0261 -0.0279 0.0359
Si -0.0278 0.0269 -0.0738
Si -0.0264 -0.0105 0.142
Si -0.0393 0.0609 -0.0182
Si 0.0741 -0.0093 0.0899
Si 0.0101 -0.0495 0.0001
Si 0.0008 -0.0116 -0.0304
Si 0.054 0.0397 0.0459
Si -0.0825 -0.0208 0.0131
Si 0.0309 -0.0567 0.0002
Si 0.0333 -0.0704 0.0773
Si -0.0065 0.0104 -0.0455
Si 0.0024 0.0166 0.0135
Si -0.0046 -0.0092 0.0044
Si 0.001 -0.0175 0.0112
Si -0.0231 0.027 0.0094
Si -0.0128 0.0021 0.0134
Si 0.0336 -0.0072 0.0142
Si -0.014 -0.0104 0.0207
Si 0.0067 0.0081 0.0203
Si 0.0146 0.0006 0.0244
Si -0.0052 -0.0289 0.0319
Si 0.0138 0.0133 0.0085
Si -0.0361 0.0158 0.0321
Si -0.0058 0.0319 -0.0008
Si -0.0127 -0.0285 0.0252
Si 0.0123 -0.0022 0.0069
Si 0.0164 -0.0267 0.01
Si 0.01 -0.0232 -0.0147
Si -0.0052 -0.0111 -0.0091
Si 0.0015 0.0102 -0.0059
Si -0.0098 0.037 -0.0054
Si -0.0158 -0.0232 -0.0108
Si 0.0108 0.0056 -0.0242
Si 0.0101 -0.0144 -0.0199
Si 0.0247 0.0234 -0.018
Si -0.0012 -0.0068 -0.0108
Si 0.0102 0.0031 -0.0114
Si 0.0155 -0.0184 -0.0145
Si -0.0044 0.0147 -0.0175
Si -0.0076 0.0254 -0.0198
Si 0.0168 -0.0189 -0.0109
Si -0.0154 -0.0123 -0.0242
Si -0.0154 0.0121 -0.026
O -0.0021 -0.0022 -0.0224
O -0.0161 0.0137 -0.0135
O 0.0269 -0.07 0.0373
O 0.0235 -0.0198 -0.031
O 0.0428 0.0218 -0.0524
O -0.0067 0.0195 -0.008
O -0.0072 0.0211 -0.0448
O 0.0084 -0.0099 -0.027
O -0.0337 0.0406 0.0458
O -0.0099 -0.0323 0.0035
O 0.0146 0.0158 0.065
O 0.026 0.0099 0.0041
O -0.0224 -0.0229 -0.0064
O -0.0037 0.0079 -0.0523
N 0.0241 -0.0309 0.0209
O 0.0018 -0.038 -0.03
O -0.0008 0.0186 -0.011
O 0.0114 0.021 -0.042
O -0.0245 0.0441 -0.0208
O 0.0012 0.0015 -0.0415
O 0.0363 -0.021 -0.0238
O -0.068 -0.0514 -0.0264
O 0.0159 0.0079 0.0333
O -0.0681 -0.0012 0.0582
O -0.0639 0.0595 0.005
O 0.029 0.0046 -0.021
O 0.0036 0.0105 0.0099
O -0.0506 0.0211 0.0291
O -0.0203 0.0371 0.0726
O -0.0167 0.0348 0.0073
O 0.0122 -0.0628 -0.0021
O -0.0459 0.0122 -0.046
O -0.0187 -0.0068 -0.0162
O -0.0045 -0.003 -0.0504
N -0.0989 -0.0532 0.0385
O -0.0063 0.058 -0.0676
O -0.0377 -0.0268 -0.0203
O 0.0303 -0.0218 0.0411
O -0.0728 0.0004 0.0213
O -0.01 -0.0232 -0.0011
O -0.0031 0.005 0.0429
O -0.0354 -0.0085 -0.019
O -0.0387 -0.0221 0.0262
O -0.0001 0.0411 -0.0155
O 0.0049 0.0287 0.0102
O -0.0177 -0.0022 -0.0281
N 0.0207 0.016 0.0133
O 0.0152 -0.0187 -0.0237
O -0.007 -0.0159 0.0092
O 0.0069 -0.0224 0.0611
O 0.0392 0.0379 -0.0405
O 0.0207 -0.015 -0.0498
O -0.0293 0.0387 -0.0356
N 0.045 0.0211 -0.0395
O 0.0423 0.0177 -0.0363
O 0.0498 -0.0017 0.0079
O 0.0219 -0.0044 -0.0053
O 0.0142 -0.0301 -0.0039
O -0.0011 -0.0066 -0.0091
N -0.0067 0.0086 -0.0035
N 0.0649 0.0294 -0.0544
O -0.0014 0.0005 0.0292
O -0.0216 0.0414 -0.0224
O 0.0254 -0.0367 -0.0132
O -0.0056 -0.0153 -0.063
O -0.0264 0.0972 0.0525
O -0.0246 0.0451 -0.0054
O -0.0021 0.0164 -0.0478
O 0.0521 -0.0347 0.0521
N -0.0453 -0.083 0.0571
O 0.0284 -0.0468 0.049
O -0.0287 0.0233 0.0569
O 0.0043 -0.0134 -0.0069
O -0.026 -0.0022 -0.0215
O 0.0221 -0.0048 -0.0148
O 0.005 0.0276 0.0103
O -0.0152 -0.0231 -0.0388
O 0.0436 0.0264 0.0152
O -0.0206 -0.0195 -0.0359
O -0.0142 -0.0014 -0.0162
O -0.0049 -0.0147 0.0077
O 0.011 0.0148 0.0245
O -0.0239 -0.0472 0.0156
O 0.0111 0.0034 0.0243
O 0.0123 -0.0157 0.0302
O -0.0262 0.0502 0.0457
O 0.0251 0.0105 -0.0118
O -0.0156 -0.0181 -0.0422
O -0.0055 0.0248 0.0151
N 0.0299 0.0182 -0.0564
O 0.0012 0.0108 0.0565
O 0.0472 0.0084 0.0366
O -0.0165 -0.0024 -0.0215
O -0.0041 0.0218 -0.0332
O -0.0409 0.0149 -0.0271
O 0.0038 0.0223 -0.0446
O -0.0243 0.0155 0.0054
N 0.0008 -0.0046 -0.0047
O -0.0177 0.0291 0.0109
N -0.0323 -0.0181 0.0238
O 0.0002 0.0004 -0.0183
O 0.0257 -0.0043 0.0147
O 0.0215 0.0085 0.0128
O -0.0161 0.0145 0.002
O 0.004 0.09 0.0127
O 0.0367 -0.0864 0.0221
O 0.0134 -0.015 0.0081

The program warned: the cutoff lies below the one the program advises for these potential files; the forces do not sum to zero within the program's tolerance; empty levels may hold ghost states of the PAW files; the exchange-correlation potential is rough where the density is thin.
